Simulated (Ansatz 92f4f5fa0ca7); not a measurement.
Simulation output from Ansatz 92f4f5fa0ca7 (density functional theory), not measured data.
Periodic cell of 247 atoms, Si165O82, from a study of silicon, its oxide and their interface. The atomic structure is a simulated model.
Doubt: the cutoff is far below the 930 eV that the study's wrapper takes by default for these files, so forces and energies are approximate.
This geometry differs little from another in the collection (a relaxation step or a small displacement).

Settings: functional PBE; potential files Ansatz PAW; basis plane waves; wave-function cutoff 580 eV; density cutoff ratio 5; exchange-correlation grid ratio 1; k mesh 1 x 1 x 1, Gamma-centred; self-consistency stop 5e-08 eV per atom in the density residual; occupations fixed; spin none; net charge 0.

Cell vectors (angstrom)
a, 10.938, 0, 0
b, 0, 10.938, 0
c, 0, 0, 36.9337

Atoms: element, x, y, z (angstrom)
Si, 0, 0, 0.683
Si, 5.469, 0, 0.683
Si, 2.7345, 2.7345, 0.683
Si, 8.2035, 2.7345, 0.683
Si, 0, 5.469, 0.683
Si, 5.469, 5.469, 0.683
Si, 2.7345, 8.2035, 0.683
Si, 8.2035, 8.2035, 0.683
Si, 1.3673, 1.3673, 2.0503
Si, 6.8362, 1.3673, 2.0503
Si, 4.1018, 4.1018, 2.0503
Si, 9.5708, 4.1018, 2.0503
Si, 1.3673, 6.8362, 2.0503
Si, 6.8362, 6.8362, 2.0503
Si, 4.1018, 9.5708, 2.0503
Si, 9.5708, 9.5708, 2.0503
Si, 2.7345, 0, 34.8822
Si, 8.2035, 0, 34.8822
Si, 0, 2.7345, 34.8822
Si, 5.469, 2.7345, 34.8822
Si, 2.7345, 5.469, 34.8822
Si, 8.2035, 5.469, 34.8822
Si, 0, 8.2035, 34.8822
Si, 5.469, 8.2035, 34.8822
Si, 4.1018, 1.3673, 36.2494
Si, 9.5708, 1.3673, 36.2494
Si, 1.3673, 4.1018, 36.2494
Si, 6.8362, 4.1018, 36.2494
Si, 4.1018, 6.8362, 36.2494
Si, 9.5708, 6.8362, 36.2494
Si, 1.3673, 9.5708, 36.2494
Si, 6.8362, 9.5708, 36.2494
Si, -2.6283, -3.9876, 17.251
Si, 5.7962, -0.6218, 26.6211
Si, 4.1066, 6.9485, 24.6977
Si, 4.6163, 1.3881, 21.5521
Si, -1.6742, 0.0864, 26.7508
Si, 1.0243, 8.5387, 20.054
Si, 7.5279, 5.9543, 27.3642
Si, 7.6877, 10.6501, 24.1387
Si, 4.1647, 6.8231, 30.768
Si, 5.5639, 4.8109, 26.4228
Si, 3.8165, 7.4774, 18.969
Si, 4.1837, 3.8246, 28.1573
Si, 0.498, 6.2405, 21.8457
Si, 1.5943, 6.7182, 27.9785
Si, 3.4183, 10.3609, 29.3727
Si, 8.1346, 10.8064, 29.8112
Si, -0.5235, 3.1734, 29.4514
Si, 13.5999, 2.4265, 27.004
Si, -1.7263, 1.7357, 22.6244
Si, 8.6046, 6.3235, 25.2898
Si, -2.3014, 4.9979, 29.3706
Si, 9.5854, 4.0157, 20.69
Si, 1.4424, 9.467, 30.5409
Si, 2.8543, 5.3697, 29.4441
Si, 4.2182, 1.2271, 30.7515
Si, 9.5718, 1.4038, 30.8368
Si, 1.3271, 4.0687, 30.7236
Si, 6.9575, 4.0149, 30.7517
Si, 5.2111, 8.6229, 29.5988
Si, 9.6155, 6.7201, 30.7173
Si, 2.5576, 8.9405, 26.1271
Si, 6.7527, 9.5169, 31.119
Si, 0.1082, -0.0341, 32.0146
Si, 5.4477, 0.0235, 32.3483
Si, 2.7406, 2.6475, 32.0292
Si, 8.2238, 2.7069, 32.2421
Si, 0.0508, 5.4535, 32.1636
Si, 5.5446, 5.4266, 32.0857
Si, 2.7146, 8.1572, 32.1014
Si, 8.2455, 8.0751, 32.1677
Si, 1.3865, 1.3424, 33.4772
Si, 6.8463, 1.3883, 33.6015
Si, 4.0956, 4.0742, 33.4357
Si, 9.5903, 4.1156, 33.5329
Si, 1.3719, 6.8353, 33.5275
Si, 6.8367, 6.7886, 33.5327
Si, 4.0426, 9.536, 33.5414
Si, 9.6087, 9.5639, 33.4437
Si, 2.7431, 0.0159, 3.4116
Si, 8.2097, -0.0055, 3.4386
Si, -0.0228, 2.7266, 3.3883
Si, 5.4551, 2.7432, 3.4292
Si, 2.7415, 5.5128, 3.407
Si, 8.1717, 5.4572, 3.4094
Si, -0.0048, 8.2226, 3.4496
Si, 5.4654, 8.2004, 3.4218
Si, 4.053, 1.4152, 4.7987
Si, 9.5618, 1.4004, 4.809
Si, 1.3089, 4.1571, 4.6797
Si, 6.7847, 4.1334, 4.816
Si, 4.0454, 6.9207, 4.8259
Si, 9.4911, 6.8516, 4.7653
Si, 1.3832, 9.6352, 4.8139
Si, 6.8353, 9.5484, 4.7945
Si, 0.0713, 0.1162, 6.19
Si, 3.2165, 0.7837, 8.8045
Si, -1.2733, -1.3486, 7.4264
Si, 10.7786, 2.9086, 9.0911
Si, -4.1348, 1.3378, 7.4657
Si, 3.0951, 2.7437, 17.5668
Si, 0.8854, 4.6035, 10.4781
Si, 8.1641, 8.1719, 6.2233
Si, 4.1261, -1.1626, 7.6501
Si, 10.8525, -2.8077, 8.8671
Si, 5.4563, 0.0092, 6.0926
Si, 10.8738, 5.4766, 6.0517
Si, 1.2378, 6.8485, 7.4183
Si, 6.6721, 6.8425, 7.6374
Si, 6.0963, 14.5584, 10.3318
Si, 9.0257, 7.1726, 10.0822
Si, 2.9438, 1.1421, 11.1365
Si, 11.4039, -0.387, 22.3426
Si, -1.3958, 4.1615, 7.4973
Si, 5.3833, -2.5981, 9.0652
Si, -1.5288, 9.2784, 18.9445
Si, 8.1735, 2.7646, 6.1713
Si, 5.38, 5.5267, 6.1683
Si, 8.2363, 10.8404, 8.7451
Si, 1.3319, 1.6104, 7.6256
Si, 5.4169, 1.6037, 12.6235
Si, 2.621, 2.8523, 6.0842
Si, 3.9525, 4.1771, 7.4786
Si, 7.4477, 9.1014, 10.1829
Si, 7.6182, 5.1668, 18.6851
Si, 2.719, 8.3189, 6.27
Si, 9.6337, 12.0559, 10.2291
O, 36.5476, -2.4396, 25.0438
O, -27.3666, -3.2421, 14.8989
O, 23.207, -20.6343, 20.0647
O, -1.9958, 10.571, 25.2003
O, 9.0252, 32.7399, 13.7594
O, 6.0704, -5.6374, 19.2276
O, -0.1431, -12.2425, 23.5338
O, -5.4728, 6.8989, 12.4257
O, 13.6482, -4.8187, 24.6597
O, -2.2995, 1.3741, 11.5424
O, -18.0497, 4.2964, 23.1639
O, 28.2665, -6.1572, 22.7204
O, 21.7898, 11.1147, 10.853
O, 0.0781, 20.395, 19.114
O, -26.3772, -20.3675, 17.6877
O, -14.8921, 18.8658, 17.038
Si, 7.4258, -2.0883, 21.4907
Si, 11.381, 2.0355, 18.8866
Si, -12.5558, 18.2434, 14.3342
Si, 16.3977, -1.3027, 20.5291
Si, 5.3215, -9.8512, 18.7675
Si, 10.7069, -4.3685, 11.6374
Si, 34.1415, 19.2781, 10.8305
Si, 24.363, 5.539, 8.8713
Si, 12.0893, 10.5647, 11.8132
Si, 24.3299, -18.3285, 11.9201
Si, 13.1655, 1.6384, 21.422
Si, 28.6506, 8.2996, 27.7706
Si, 22.1383, -8.6595, 27.3821
Si, 7.4315, -19.3203, 16.9578
Si, 16.607, -8.3818, 29.4116
Si, 15.4549, 16.8904, 11.46
Si, 25.3112, -7.8831, 14.5475
Si, 8.0995, -5.5619, 8.8932
Si, 8.9802, 9.2613, 28.275
Si, 16.762, 15.5561, 15.3403
Si, -0.5645, 10.2829, 14.4548
Si, 6.491, 6.4049, 22.988
Si, -5.9128, 13.3469, 8.6177
Si, -7.4961, -21.8573, 27.0139
Si, 5.3365, 25.6114, 23.4545
Si, -0.0085, -2.7229, 24.3309
Si, 16.5001, -14.5281, 16.4932
Si, 24.8134, -6.4579, 21.8146
Si, 21.8125, 8.048, 29.2065
Si, 23.736, 4.9564, 25.4023
Si, 9.908, -10.1696, 17.2406
Si, -4.0342, 11.8717, 28.128
Si, 3.4005, -3.5761, 10.0786
Si, 26.3113, 5.1637, 19.142
Si, -0.6456, 3.7654, 24.7486
Si, 18.9499, -10.7258, 12.532
Si, 28.2527, -4.0095, 13.7607
O, 22.9814, -46.1024, 25.4585
O, 15.8855, 17.2011, 25.9146
O, 12.8462, 3.2224, 21.6959
O, -2.1264, -9.1393, 16.544
O, 17.603, -5.5766, 14.1621
O, 37.6197, -0.2612, 21.6517
O, 25.8364, 15.4349, 20.5557
O, -11.4358, 3.1937, 19.5682
O, 43.294, -51.4142, 26.2884
O, 10.1044, 0.5484, 21.9022
O, 21.1774, 17.3743, 13.2611
O, -22.326, -6.012, 21.7111
O, 22.5943, -17.3307, 24.3203
O, 21.0803, 19.6155, 14.6553
O, 7.8581, 12.0437, 23.2881
O, 6.6107, 3.2444, 15.7159
O, 3.8287, 23.29, 18.1807
O, 4.9669, 6.9582, 23.3073
O, 45.0224, -34.238, 21.3428
O, 29.6192, 9.4695, 22.9923
O, 46.3873, -13.9871, 27.4134
O, -6.6522, 4.4129, 14.8585
O, 45.9009, -40.493, 13.5482
O, 26.3513, -10.2723, 11.6649
O, 7.8546, 7.6175, 13.624
O, -5.4259, -22.3783, 19.0824
O, 27.905, 2.8927, 11.8051
O, 28.5315, 0.7655, 13.2295
O, 32.6591, 0.7199, 26.9567
O, 23.4415, -18.9743, 18.0689
O, 7.5992, 9.7971, 11.697
O, 19.5185, 16.0278, 20.0047
O, 23.956, 16.7838, 21.7974
O, 45.3958, 0.7162, 22.675
O, -5.3877, -5.7684, 10.4512
O, 0.2248, 40.0178, 20.5551
O, -6.6073, -3.0728, 17.426
O, 29.0476, 7.2245, 21.7434
O, 26.5151, -2.6791, 20.1666
O, 32.5103, -32.7739, 15.9281
O, 16.6672, 27.5745, 16.5785
O, -0.877, -52.2198, 23.8089
O, 5.2992, -8.7241, 22.8213
O, -2.7216, 1.3433, 27.125
O, 8.9885, 10.6225, 18.1098
O, 50.063, 21.5335, 25.0354
O, -18.2308, 15.6531, 12.1178
O, -39.2689, -8.9262, 13.8785
O, 22.5733, -0.3995, 13.42
O, 5.6574, 3.7895, 25.079
O, 9.1052, 4.872, 24.6932
O, 24.5089, 14.4777, 25.7173
O, -14.2657, 3.9933, 9.7631
O, 41.5943, 2.8727, 21.5433
O, 5.4552, -9.0643, 20.206
O, 42.4875, -25.2307, 25.1837
O, 8.6376, 9.1105, 20.3908
O, 9.0143, -15.3108, 15.7868
O, 31.1914, 40.7254, 18.0803
O, 1.1939, -16.2213, 26.751
O, -40.8046, -8.4518, 15.9717
O, 24.1711, -13.8216, 19.1599
O, 11.2197, 18.0192, 23.2099
O, 40.6652, 36.5439, 17.971
O, 25.8181, -17.7809, 17.9688
O, -3.5807, 6.7337, 24.3208

Results
free energy: -151517.414 eV
free energy less fixed offsets of O -568.88, Si -635.61 eV per atom: 6.396 eV

Forces (eV/angstrom), in the order of the atoms: element, x, y, z
Si, 0.0133, -0.0272, -0.0003
Si, -0.0115, 0.0211, 0
Si, -0.0564, 0.0267, 0.0356
Si, -0.0612, 0.0286, -0.0306
Si, -0.039, 0.0587, 0.0065
Si, 0.0268, 0.0297, -0.0196
Si, -0.0918, 0.0501, -0.0223
Si, -0.0026, -0.0198, 0.0436
Si, -0.0583, -0.0568, -0.1114
Si, 0.0312, -0.0162, 0.2186
Si, 0.0399, 0.1741, 0.0412
Si, -0.2025, 0.0012, -0.1383
Si, -0.1055, 0.244, 0.0242
Si, -0.1913, -0.0587, -0.0759
Si, 0.0836, 0.029, 0.0038
Si, 0.0406, 0.1046, 0.0925
Si, -0.2323, -0.0601, 0.1815
Si, 0.3981, -0.2633, -0.0641
Si, 0.1648, -0.1662, -0.1606
Si, -0.2596, 0.3549, 0.1627
Si, 0.2036, -0.1747, -0.2598
Si, 0.0697, -0.1604, 0.2842
Si, 0.0292, 0.1554, -0.082
Si, -0.0789, -0.1755, -0.0729
Si, 0.0256, 0.0219, -0.0188
Si, 0.0716, -0.1023, 0.0181
Si, 0.0859, -0.0832, -0.0175
Si, -0.047, 0.0246, 0.0285
Si, 0.1051, -0.0957, 0.0267
Si, -0.0618, 0.0195, -0.0216
Si, -0.034, 0.0892, 0.0306
Si, 0.076, -0.0353, -0.0356
Si, -0.0038, -0.0146, 0.0099
Si, -0.0659, 0.0071, 0.0134
Si, -0.0072, 0.0184, 0.0027
Si, -0.0152, -0.0038, 0.0004
Si, 0.004, -0.0118, -0.0269
Si, 0.0059, 0.006, -0.0085
Si, -0.0072, 0.0044, -0.0099
Si, 0.0045, -0.0116, -0.0125
Si, -0.007, 0.0166, -0.0056
Si, 0.0062, 0.0179, -0.0075
Si, 0.0075, 0.0117, 0.0006
Si, -0.0005, -0.0125, 0.0179
Si, 0.001, 0.0007, 0.001
Si, 0.0156, -0.0145, 0.0195
Si, 0.0179, 0.0337, 0.0053
Si, -0.0612, -0.0057, -0.0374
Si, -0.0011, -0.0272, -0.0189
Si, -0.0209, 0.004, 0.0182
Si, 0.0008, -0.0018, -0.0009
Si, -0.0022, -0.0042, -0.018
Si, 0.0051, 0.0061, 0.01
Si, -0.0011, 0.0077, -0.0008
Si, -0.0072, -0.0024, 0.0058
Si, -0.006, 0.008, -0.0327
Si, -0.0111, -0.0441, -0.0194
Si, 0.0165, 0.0207, 0.0019
Si, -0.0024, 0.0101, 0.0092
Si, 0.0138, -0.0064, -0.0028
Si, 0.007, -0.0128, -0.0099
Si, -0.0029, -0.0032, 0.006
Si, -0.0059, -0.0336, -0.0019
Si, 0.0049, 0.0259, 0.0001
Si, 0.0022, 0.0014, 0.004
Si, 0.0149, -0.0137, -0.0058
Si, -0.0102, 0.012, 0.0026
Si, -0.0024, -0.0028, 0.0059
Si, 0.0036, 0.0008, -0.0047
Si, -0.0034, 0.0037, 0.0094
Si, 0.0059, -0.0022, -0.0016
Si, -0.0011, 0.003, -0.0099
Si, 0.0016, -0.004, 0.0069
Si, -0.0062, -0.0028, -0.011
Si, -0.001, -0.0043, 0.0065
Si, -0.0008, -0.0013, -0.0044
Si, -0.0075, 0.0035, 0.0012
Si, 0.0065, 0.0017, 0.0065
Si, 0.0022, 0.0005, -0.0077
Si, 0.0015, -0.0014, 0.0048
Si, 0.0066, 0.0019, 0.0027
Si, 0.0028, 0.0012, -0.0059
Si, -0.0005, 0.0009, 0.0001
Si, -0.0001, -0.0052, -0.0013
Si, 0.0051, -0.0075, -0.0013
Si, 0.0005, 0.0046, 0.0033
Si, 0, -0.0036, 0.0014
Si, -0.0008, 0.0074, -0.0041
Si, 0.0031, 0.0006, 0.0002
Si, -0.0027, -0.0023, -0.0044
Si, -0.0056, 0.005, 0.0027
Si, -0.0023, 0.0009, -0.006
Si, 0.0012, 0.003, -0.0041
Si, 0.0029, 0.0065, -0.0024
Si, -0.0056, -0.0018, -0.0004
Si, -0.0084, -0.0041, -0.0039
Si, 0.0081, -0.0053, -0.0049
Si, 0.0047, -0.0088, -0.0077
Si, 0.0069, -0.0234, 0.0143
Si, -0.0077, -0.0379, 0.0162
Si, -0.009, 0.0012, 0.0011
Si, 0.0011, 0.0021, 0.0093
Si, -0.0384, 0.0004, 0.0133
Si, 0.0088, 0.0019, -0.0054
Si, 0.0161, 0.0139, 0.0009
Si, -0.0236, 0.0271, -0.0142
Si, -0.0066, -0.001, -0.011
Si, -0.0033, -0.0021, 0.0058
Si, -0.0188, -0.0115, -0.0113
Si, -0.0258, 0.0356, 0.0104
Si, -0.028, 0.0344, -0.0339
Si, 0.0069, 0.0199, 0.0009
Si, -0.0037, 0.0024, 0.0081
Si, 0.0085, 0.0012, 0.0096
Si, -0.0187, 0.0415, 0.0072
Si, 0.019, -0.0075, -0.0123
Si, 0.0064, 0.0018, -0.0022
Si, 0.0089, -0.0002, 0.005
Si, 0.0073, -0.0034, -0.0073
Si, 0.0026, -0.0116, 0.0177
Si, -0.004, 0.0204, -0.0026
Si, -0.0034, -0.0005, -0.0007
Si, 0.0044, -0.0198, 0.0066
Si, -0.0273, 0.0049, 0.0254
Si, -0.012, -0.0182, -0.0145
Si, -0.0074, 0.0281, -0.0059
Si, 0.0062, 0.0084, -0.0068
Si, 0.0363, 0.0571, -0.0312
O, 0.0059, 0.0059, 0.0018
O, 0.005, 0.0025, 0.0003
O, -0.0021, 0.0051, -0.0044
O, 0, 0.0032, 0.0111
O, -0.0084, 0.0022, -0.0048
O, 0.0044, -0.004, -0.0053
O, 0.0057, -0.0182, -0.0007
O, 0.0051, -0.0066, 0.0054
O, 0.0013, -0.0026, -0.0009
O, -0.0101, -0.0108, 0.0137
O, 0.0075, 0.0024, -0.0024
O, -0.0048, 0.0004, 0.0003
O, -0.0058, 0.0055, -0.0045
O, -0.0024, -0.0012, 0.0062
O, 0.0032, 0.0023, 0.0003
O, 0.0002, 0.0073, -0.0077
Si, 0.002, -0.0191, -0.0034
Si, 0.0027, -0.0015, -0.0001
Si, -0.008, 0.0045, 0.0066
Si, -0.0117, -0.0037, 0.0018
Si, -0.0179, 0.0016, 0.0003
Si, 0.0147, 0.0085, -0.0106
Si, -0.0081, -0.0082, 0.0057
Si, 0.0764, 0.0199, -0.0087
Si, -0.0019, -0.0081, -0.0067
Si, 0.0673, 0.0155, 0.0471
Si, 0.0135, -0.0232, -0.0006
Si, -0.0058, 0.0245, 0.0256
Si, 0.0266, 0.0313, 0.0153
Si, -0.0009, 0.0025, -0.004
Si, -0.0286, 0.0388, -0.0149
Si, -0.0147, 0.0279, -0.0292
Si, 0.0145, 0.0082, 0.0058
Si, 0.0551, -0.0324, -0.0319
Si, 0.0224, -0.0036, 0.0152
Si, -0.0018, -0.0038, 0.0028
Si, 0.0072, 0.0026, 0.0052
Si, 0.003, 0.0079, -0.017
Si, 0.0195, 0.015, 0.0335
Si, 0.0314, -0.0081, -0.0052
Si, -0.005, -0.0118, -0.002
Si, 0.0068, 0.0211, 0.01
Si, -0.0092, -0.0164, 0.0096
Si, 0.0123, -0.0048, -0.0048
Si, -0.0105, 0.0225, -0.0099
Si, -0.0099, -0.0015, 0.0038
Si, 0.0017, -0.0086, 0.0053
Si, 0.0407, -0.0917, 0.0471
Si, -0.0012, -0.0684, 0.0246
Si, 0.0014, 0.0073, -0.0069
Si, 0.0044, -0.0016, 0.0127
Si, -0.0048, -0.0039, 0.0076
Si, -0.0083, 0.0013, -0.0227
O, -0.0068, 0.0037, -0.01
O, 0.0127, -0.0196, 0.0074
O, -0.0087, 0.0127, 0.0001
O, -0.0006, 0.0013, -0.0007
O, 0.0055, 0.0029, -0.0008
O, 0.0059, 0.0016, -0.0081
O, -0.0111, -0.0019, 0.0133
O, 0.0037, 0.0049, 0.0043
O, -0.0028, -0.0002, -0.0181
O, -0.0021, 0.0034, -0.004
O, 0.0009, -0.0058, 0.0117
O, 0.0027, 0.0005, -0.0067
O, 0.0036, -0.001, 0.0052
O, -0.0022, -0.0072, 0.0026
O, -0.0017, -0.0011, -0.0015
O, 0.005, -0.0023, 0.0027
O, 0.0094, 0.0017, 0.0003
O, -0.0001, -0.0053, 0.0052
O, -0.0064, 0.0034, -0.0011
O, -0.0026, 0.0151, 0.0073
O, -0.0001, 0.0026, -0.0107
O, -0.0061, -0.0026, 0.0005
O, -0.0133, 0.0038, -0.0261
O, -0.0068, 0.0039, 0.0019
O, 0.004, -0.0005, 0.0075
O, 0.005, -0.0002, 0.0072
O, 0.0064, -0.0022, -0.0005
O, -0.0004, -0.0023, -0.0031
O, -0.0013, -0.0138, 0.0008
O, -0.003, 0.0023, 0.0028
O, 0.0041, 0.0175, 0.0103
O, 0.0093, -0.0085, 0.0049
O, -0.0064, -0.0018, -0.0025
O, -0.0055, 0.0017, -0.0038
O, -0.0255, -0.02, 0.0057
O, 0.001, -0.0037, 0.0029
O, 0.0072, 0.0002, -0.0085
O, -0.0046, 0.0026, 0.0081
O, 0.0125, -0.0004, 0.0045
O, -0.0013, -0.0055, -0.0119
O, 0.002, 0.0061, 0.0051
O, 0.0029, 0.0081, -0.0011
O, 0.009, 0.017, 0.0113
O, 0.0112, 0.0401, -0.0188
O, 0.0028, 0.0004, -0.0003
O, 0.0139, -0.0006, -0.005
O, -0.0284, -0.0331, -0.0191
O, 0.0031, -0.001, -0.0021
O, 0.0058, 0.0017, 0.0194
O, -0.0011, -0.0036, -0.0083
O, -0.0019, 0.0058, 0.0017
O, 0.0007, -0.0067, -0.0159
O, -0.0157, -0.0367, 0.0279
O, 0.0001, -0.0019, -0.0019
O, 0.0045, -0.0021, -0.0098
O, 0.0014, -0.0024, -0.0006
O, -0.0039, 0.0046, -0.004
O, 0.0058, 0.0036, -0.0179
O, 0.0011, 0.0036, 0.0048
O, -0.001, -0.0015, -0.021
O, -0.0018, 0.0006, -0.0093
O, -0.0087, -0.0011, -0.0003
O, 0.0014, 0.0123, 0.0017
O, 0.0026, -0.0111, -0.0015
O, -0.0012, -0.0039, -0.0063
O, 0.0072, 0.0012, 0.0104

The program warned: the cutoff lies below the one the program advises for these potential files; the forces do not sum to zero within the program's tolerance; the exchange-correlation potential is rough where the density is thin.
